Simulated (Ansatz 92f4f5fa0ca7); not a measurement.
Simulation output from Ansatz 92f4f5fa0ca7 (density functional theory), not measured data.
Periodic cell of 280 atoms, Si196O76H8, from a study of silicon, its oxide and their interface. The atomic structure is a simulated model.
Doubt: the cutoff is far below the 930 eV that the study's wrapper takes by default for these files, so forces and energies are approximate.

Settings: functional PBE; potential files Ansatz PAW; basis plane waves; wave-function cutoff 580 eV; density cutoff ratio 5; exchange-correlation grid ratio 1; k mesh 1 x 1 x 1, Gamma-centred; self-consistency stop 5e-08 eV per atom in the density residual; occupations fixed; spin none; net charge 0.

Cell vectors (angstrom)
a  10.938  0  0
b  0  10.938  0
c  0  0  42.4863

Atoms and the computed forces on them: element, x, y, z (angstrom), force x, y, z (eV/angstrom)
Si  0  0  40.4343  0.0015  -0.0228  0.0006
Si  5.469  0  40.4343  -0.0105  0.0206  -0.0005
Si  2.7345  2.7345  40.4343  0.0027  -0.0239  0.0012
Si  8.2035  2.7345  40.4343  -0.0233  0.0088  0.0051
Si  0  5.469  40.4343  -0.0231  0.0071  -0.0011
Si  5.469  5.469  40.4343  -0.0166  -0.0367  -0.0031
Si  2.7345  8.2035  40.4343  -0.0123  0.0168  -0.0019
Si  8.2035  8.2035  40.4343  0.0062  -0.0159  -0.0043
Si  1.3673  1.3673  41.8016  -0.0076  0.0173  0.0048
Si  6.8362  1.3673  41.8016  0.0121  -0.0181  -0.0025
Si  4.1018  4.1018  41.8016  -0.0084  0.0109  0.0068
Si  9.5708  4.1018  41.8016  0.0213  -0.0097  -0.0046
Si  1.3673  6.8362  41.8016  0.009  -0.0147  -0.0077
Si  6.8362  6.8362  41.8016  0.0005  0.0135  0.0022
Si  4.1018  9.5708  41.8016  0.0177  -0.0051  -0.0063
Si  9.5708  9.5708  41.8016  -0.0098  0.0118  0.007
Si  2.7345  0  37.6998  0.0359  0.0057  0.1728
Si  8.2035  0  37.6998  -0.0282  -0.0509  -0.1591
Si  0  2.7345  37.6998  -0.0101  -0.0297  -0.1308
Si  5.469  2.7345  37.6998  -0.0189  -0.0921  0.1006
Si  2.7345  5.469  37.6998  -0.0485  -0.036  -0.175
Si  8.2035  5.469  37.6998  -0.0253  -0.0462  0.18
Si  0  8.2035  37.6998  0.0256  -0.0749  0.1449
Si  5.469  8.2035  37.6998  0.0079  -0.0389  -0.1196
Si  4.1018  1.3673  39.0671  0.0093  -0.0013  0.0118
Si  9.5708  1.3673  39.0671  0.0091  0.0104  -0.0088
Si  1.3673  4.1018  39.0671  0.0152  0.0008  -0.0015
Si  6.8362  4.1018  39.0671  0.0507  -0.0174  -0.0014
Si  4.1018  6.8362  39.0671  0.0148  0.0091  -0.0098
Si  9.5708  6.8362  39.0671  0.0261  -0.0112  0.0038
Si  1.3673  9.5708  39.0671  0.0026  0.0073  -0.0043
Si  6.8362  9.5708  39.0671  -0.0004  0.0134  0.0001
Si  0  0  3.417  -0.0091  -0.0027  -0.0075
Si  5.469  0  3.417  -0.0267  0.008  0.01
Si  2.7345  2.7345  3.417  -0.0243  0.0032  0.0091
Si  8.2035  2.7345  3.417  -0.0108  -0.0039  0.0035
Si  0  5.469  3.417  -0.0008  -0.0184  0.0098
Si  5.469  5.469  3.417  -0.0214  0.0042  -0.0123
Si  2.7345  8.2035  3.417  -0.0092  -0.0044  0.0032
Si  8.2035  8.2035  3.417  -0.0115  -0.0001  0.0026
Si  1.3673  1.3673  4.7843  -0.0248  0.024  -0.1646
Si  6.8362  1.3673  4.7843  0.0086  0.0535  0.172
Si  4.1018  4.1018  4.7843  0.0627  0.0862  -0.1375
Si  9.5708  4.1018  4.7843  0.0191  0.0254  0.1599
Si  1.3673  6.8362  4.7843  0.0252  0.0407  0.1635
Si  6.8362  6.8362  4.7843  -0.0039  -0.0009  -0.1585
Si  4.1018  9.5708  4.7843  -0.0128  0.0487  0.1577
Si  9.5708  9.5708  4.7843  0.0034  0.0594  -0.1625
Si  2.7345  0  0.6825  0.0036  -0.0152  -0.0049
Si  8.2035  0  0.6825  -0.0151  0.0172  0.0066
Si  0  2.7345  0.6825  -0.0175  0.0063  0.0063
Si  5.469  2.7345  0.6825  0.01  -0.0093  -0.0051
Si  2.7345  5.469  0.6825  -0.0115  0.0148  0.0027
Si  8.2035  5.469  0.6825  0.0084  -0.0208  -0.0047
Si  0  8.2035  0.6825  0.0139  -0.0128  -0.0058
Si  5.469  8.2035  0.6825  -0.0255  0.0126  0.0029
Si  4.1018  1.3673  2.0497  -0.0014  0.0191  -0.0011
Si  9.5708  1.3673  2.0497  0.0241  -0.0099  0.002
Si  1.3673  4.1018  2.0497  0.025  -0.002  -0.0023
Si  6.8362  4.1018  2.0497  -0.0083  0.0215  0.0007
Si  4.1018  6.8362  2.0497  0.0233  -0.0127  -0.0011
Si  9.5708  6.8362  2.0497  -0.006  0.0248  0.0005
Si  1.3673  9.5708  2.0497  -0.0079  0.0201  0.0002
Si  6.8362  9.5708  2.0497  0.0233  -0.0166  0.0012
Si  10.3703  0.4337  29.672  -0.0005  -0.0005  -0.002
Si  6.0519  10.5118  29.721  -0.0037  0.0013  -0.0011
Si  2.1636  3.1291  29.7184  -0.0004  -0.0009  -0.0024
Si  8.7191  2.1874  29.7073  0.0002  0.0019  -0.0033
Si  0.518  4.8927  29.6645  0.0001  0.0014  -0.003
Si  4.7286  5.656  29.4244  -0.0028  -0.0041  0.0024
Si  3.3592  7.6997  29.5767  0  0.0027  0.0007
Si  7.6146  8.6579  29.6227  0.0021  -0.0011  0.0018
Si  1.2284  1.3414  30.9119  0.0011  -0.0045  -0.0051
Si  6.9569  1.2982  31.0094  0.0026  0.0019  -0.0042
Si  3.9545  4.0583  30.9435  -0.0009  0.0012  -0.0048
Si  9.6693  3.9804  30.9043  -0.0012  0.0039  -0.0049
Si  1.4605  6.7831  30.7466  0.0018  0.0035  -0.0046
Si  6.6805  6.7068  30.627  -0.0001  0.0019  -0.0048
Si  4.2121  9.4989  30.8573  0.0013  0.0001  -0.0035
Si  9.4431  9.5545  30.8683  -0.0026  -0.004  -0.006
Si  2.7236  -0.057  32.123  0.0007  0.0014  -0.0011
Si  8.234  -0.0631  32.4205  -0.0033  -0.0013  0.0184
Si  -0.0005  2.6878  32.4061  -0.0011  0.0012  0.0215
Si  5.4607  2.7029  32.1822  0.0002  -0.0006  -0.002
Si  2.7157  5.4997  32.3282  -0.0023  -0.0029  0.018
Si  8.1708  5.4289  32.044  0.0008  -0.0004  0.0016
Si  0.0041  8.1574  32.0704  0.0007  -0.0001  0.0029
Si  5.5142  8.1031  32.2491  -0.0059  -0.0037  0.0143
Si  4.0841  1.3186  33.5357  0.0017  -0.0011  0.0057
Si  9.5798  1.3291  33.7385  0.0006  0.0065  -0.0217
Si  1.3696  4.1057  33.679  -0.0012  -0.0024  -0.0199
Si  6.8361  4.0972  33.5251  0.0004  -0.001  0.0059
Si  4.114  6.8305  33.6556  0.0014  0.0024  -0.0207
Si  9.5522  6.7986  33.4684  0.0009  0.0001  0.0061
Si  1.353  9.5232  33.5132  0.0002  -0.0003  0.0053
Si  6.8378  9.4799  33.665  0.0048  0.0086  -0.0192
Si  0.0441  -0.0552  34.9895  0.0021  -0.0028  0.0013
Si  5.4387  -0.0427  34.9513  0  0.0026  0.0037
Si  2.7633  2.7082  34.9649  -0.0002  -0.0033  0.0045
Si  8.1649  2.7352  34.9769  0.0001  0.0027  0.0031
Si  -0.0493  5.4712  34.9534  -0.0002  0.0019  0.0014
Si  5.4942  5.4448  34.9634  0.0027  -0.0023  0.0037
Si  2.7097  8.2002  34.9583  -0.0024  -0.0005  0.0016
Si  8.2463  8.1413  34.9635  -0.0015  0  -0.0016
Si  1.382  1.3557  36.3356  0.0036  0.0004  -0.0005
Si  6.8042  1.3486  36.3243  -0.0033  0.0003  -0.0003
Si  4.1149  4.0902  36.3317  0.0008  -0.0002  -0.0006
Si  9.5459  4.0974  36.3348  -0.003  0.0012  -0.0007
Si  1.3413  6.8293  36.3225  -0.0028  0.0021  -0.0001
Si  6.8466  6.8191  36.3347  0.0006  -0.0011  0.0004
Si  4.0739  9.5596  36.3362  -0.0005  0.0001  -0.0005
Si  9.5771  9.5464  36.3365  0.002  -0.0026  -0.001
Si  2.7254  0.0233  6.1527  -0.0009  0.0014  -0.0003
Si  8.2232  0.0012  6.1536  0.0014  -0.0014  0.0009
Si  0.0142  2.7276  6.1548  0.0013  -0.0017  0.0003
Si  5.4714  2.7655  6.156  0.0004  0.0012  -0.0001
Si  2.7612  5.4749  6.1549  0.0022  -0.0008  0.0001
Si  8.1984  5.4887  6.152  -0.0015  0.0003  0.0011
Si  -0.0072  8.2256  6.1493  -0.0016  0.0013  0.0005
Si  5.492  8.2071  6.1488  0.0012  -0.0011  0.0011
Si  4.0756  1.4222  7.5094  -0.0026  0.0011  -0.0009
Si  9.5888  1.3615  7.5345  0.0021  -0.0005  -0.0037
Si  1.4024  4.0899  7.5071  0.0005  -0.0017  -0.001
Si  6.8293  4.1458  7.5373  -0.0019  0.001  -0.0051
Si  4.1373  6.8483  7.5247  0.0009  -0.0023  -0.0052
Si  9.5394  6.8861  7.5137  -0.0004  0.0004  -0.0001
Si  1.3256  9.6246  7.5182  -0.0007  0.0029  -0.0032
Si  6.8672  9.5654  7.5189  0.0004  0  -0.0002
Si  -0.0171  0.0207  8.9973  0.0003  0.0005  -0.0072
Si  5.475  0.0388  8.7807  -0.0003  -0.0009  0.0156
Si  2.7399  2.761  8.9739  -0.0002  0.0008  -0.0067
Si  8.2132  2.7535  8.8429  -0.0013  -0.0002  0.0141
Si  0.0042  5.489  8.7671  -0.0009  -0.0016  0.017
Si  5.5002  5.5201  8.978  -0.0011  0  -0.0074
Si  2.7364  8.2574  8.7898  -0.0005  -0.004  0.0184
Si  8.2121  8.2375  8.9832  -0.0004  0.0004  -0.0042
Si  1.3569  1.4008  10.3816  0.0004  0.0013  -0.0023
Si  6.8191  1.3745  10.159  0.0032  0.0029  -0.0146
Si  4.1265  4.1497  10.3482  -0.0013  -0.0015  -0.0004
Si  9.6113  4.1434  10.1429  -0.0009  -0.0016  -0.0148
Si  1.3588  6.8692  10.0778  0.0052  0.0049  -0.0143
Si  6.859  6.8951  10.41  0.0017  0.0019  -0.0021
Si  4.0906  9.657  10.1162  -0.0008  -0.002  -0.0145
Si  9.5468  9.5997  10.4263  -0.0022  -0.0023  -0.002
Si  2.8076  0.01  11.6449  0  0.0001  0.0046
Si  8.0841  0.1013  11.7022  -0.0005  -0.0017  0.0051
Si  -0.0373  2.8493  11.6556  0.0001  0.0002  0.0045
Si  5.5448  2.7255  11.6225  -0.001  -0.0006  0.0042
Si  2.685  5.6026  11.5449  -0.0011  -0.0011  0.0057
Si  8.3383  5.4459  11.6382  -0.0001  0.0009  0.0044
Si  0.0981  8.1428  11.6047  -0.0016  0.0005  0.0053
Si  5.3805  8.3791  11.5949  0.0006  0.0006  0.0058
Si  4.4302  1.1382  12.9805  0.0009  0.0003  -0.0013
Si  9.068  1.9266  12.8464  0.0004  -0.0011  0.0004
Si  1.074  4.5532  12.9002  0.0003  -0.001  -0.0015
Si  7.3728  3.643  12.8211  -0.0009  -0.0001  0
Si  3.5976  7.3983  12.7822  0.0008  -0.0008  0.0002
Si  10.1583  6.3498  12.8917  0.0009  0.0004  -0.0022
Si  1.8924  9.102  12.8084  0  0.0007  -0.0003
Si  6.223  10.1547  12.9446  0.0007  -0.0005  -0.0028
H  1.5056  9.4563  14.2144  -0.0007  0.0001  -0.0016
H  3.9722  6.9896  14.1733  0.0003  -0.0001  -0.001
H  6.9955  4.0101  14.2242  0.0002  0.0002  -0.0006
H  9.4258  1.5785  14.2623  -0.0003  -0.0002  -0.0005
O  3.7262  1.9269  14.3136  -0.0002  -0.0002  0.0003
O  6.685  9.3623  14.3305  0.0004  -0.0008  0.0006
O  9.5256  6.9855  14.2928  -0.0013  0.0013  0.0015
O  1.9012  3.9821  14.2556  -0.0002  -0.0002  0.0002
H  8.3  2.5548  28.3137  0.0005  -0.0004  0.0003
H  10.768  0.0983  28.2626  -0.0007  0.0007  0.0003
H  0.1078  5.1633  28.251  0.0006  -0.0001  0
H  2.5673  2.7402  28.3261  -0.0003  0.0003  0.0012
O  3.4038  8.438  28.0717  0.0001  0.0003  -0.0012
O  4.4897  4.8953  27.9081  0.0006  -0.0009  -0.0007
O  5.9931  0.2423  28.1986  0.0002  0.0013  -0.0004
O  7.9224  8.4721  28.0058  0.0004  0  -0.0001
Si  9.5191  -0.1197  22.4713  -0.0003  0.0006  -0.0009
Si  4.711  3.9549  26.5597  0.0003  0.001  0.0002
Si  5.5182  -0.0849  22.6344  -0.0005  0.0002  -0.0004
Si  10.6785  2.28  20.9795  0.0002  0.0002  -0.0004
Si  9.1986  2.3525  18.1328  0.0001  0.0004  -0.0002
Si  1.4498  7.8787  17.2504  -0.0004  0.0004  0.0001
Si  8.7284  9.6732  19.8356  -0.0002  0.0003  -0.0008
Si  8.9129  4.3994  22.3739  -0.0001  0.0005  -0.0008
Si  8.8866  6.454  20.0797  -0.0002  0.0006  -0.0009
Si  1.7759  6.0158  21.9471  -0.0008  0.0002  -0.0008
Si  6.8275  0.2302  18.0852  -0.0005  0.0003  -0.0006
Si  2.4636  2.6156  24.5581  -0.0005  -0.0005  -0.0008
Si  7.7556  10.7337  24.7762  -0.0001  0.0005  0.0007
Si  5.1638  2.4618  19.3391  -0.0002  0.0005  -0.0006
Si  0.2084  4.526  24.295  0  -0.0003  -0.0006
Si  0.625  10.4761  18.8649  0.0001  0.0005  -0.0005
Si  3.0254  8.0929  26.5294  -0.0011  0.0003  0.0004
Si  5.0205  4.6642  17.0357  -0.0001  0.0005  -0.0002
Si  3.5163  -0.1712  24.9995  0.0001  0.0004  0.0003
Si  4.9205  6.0767  22.3146  -0.0008  0.0005  -0.0005
Si  5.8653  1.0312  26.7987  -0.0006  0.0004  0.0009
Si  8.2091  8.0813  26.4692  0.0001  0  0.0008
Si  7.9728  5.2402  17.5987  0  0.0007  -0.0001
Si  2.7949  2.1178  21.4546  -0.0008  0.0008  -0.0009
Si  9.5264  7.3548  15.8664  -0.0006  0.0002  0.0005
Si  6.8432  9.0752  15.9129  -0.0005  0.0008  0.0002
Si  2.278  10.0297  21.4302  -0.0002  -0.0002  -0.0008
Si  4.7771  8.5789  20.5401  -0.0008  0.0002  -0.0012
Si  0.5135  8.5223  23.0086  -0.0001  -0.0006  0.0002
Si  5.6117  6.5083  25.2863  -0.0008  0.0001  -0.0004
Si  6.2017  3.0978  21.8815  -0.0003  0  -0.001
Si  0.2143  7.0379  25.8382  -0.0003  0.0014  -0.0005
Si  0.9953  2.4311  17.554  0.0005  0.0001  -0.0004
Si  0.8613  5.3498  19.1132  -0.0002  0.0003  -0.0003
Si  2.9941  3.1457  15.1498  0.0001  0.0011  0.0017
Si  4.4809  7.6587  17.466  0.0003  0.0006  -0.0003
O  10.279  5.8011  19.5183  -0.0001  0.0004  -0.0002
O  4.8946  3.4556  18.1053  -0.0001  0.0006  -0.0004
O  4.2278  7.1821  25.874  0.0002  -0.0002  -0.0007
O  9.0847  6.0126  16.6898  -0.0006  0  -0.0005
O  3.876  2.6123  20.3372  -0.0003  0.0002  -0.0002
O  6.5091  10.5043  16.6393  -0.0004  0.0007  -0.0003
O  1.3399  2.5001  20.8535  -0.0002  0.0003  0.0003
O  0.39  7.8327  24.4438  -0.0005  0.0008  -0.0011
O  6.9782  7.1489  25.9157  -0.0011  -0.0003  -0.0002
O  9.9405  10.2369  18.8751  -0.0003  0.0007  -0.0004
O  7.6293  3.4225  22.5872  -0.0001  0.0006  0.0004
O  1.0291  10.208  20.4131  -0.0001  0.0006  0.0005
O  0.1439  7.779  16.2401  0  0.0002  -0.0004
O  7.9991  1.3226  17.8303  -0.0003  0.0006  -0.0004
O  1.2217  0.9927  18.3619  -0.0004  -0.0005  0.0001
O  0.8949  3.0907  24.6645  -0.0001  0.0005  0
O  5.7028  1.5751  22.4011  -0.0002  0.0002  0.0003
O  1.0946  5.0738  23.0611  0.0001  -0.0001  -0.0004
O  3.0429  0.5129  21.4573  -0.0004  0  -0.0003
O  4.1893  10.5243  23.537  0.0002  0.0002  0.0001
O  5.5381  2.618  27.0117  0  -0.0017  -0.0015
O  4.779  8.4544  18.8898  -0.0002  0.0008  0.0004
O  5.3058  4.4814  22.1079  -0.0001  0.0006  -0.0001
O  8.951  0.4563  23.8868  0  -0.0001  -0.0009
O  1.6943  9.6441  22.907  -0.0005  0.0005  -0.0003
O  4.4498  6.0382  17.699  -0.0002  0.0002  -0.0001
O  3.2068  8.8067  20.913  -0.0004  0.0002  -0.0003
O  1.2905  9.3109  17.9809  -0.0002  0.0003  0.0009
O  9.5639  4.5843  23.8626  -0.0002  0.0003  -0.0007
O  2.9827  2.7313  22.9769  0  0.0004  -0.0005
O  10.5478  1.056  22.0335  -0.0006  0.0007  0
O  6.685  10.2995  23.6296  -0.0002  0.0002  -0.0003
O  4.6675  0.2924  26.0233  -0.0011  -0.0006  -0.001
O  6.4331  2.9419  20.2629  -0.0001  0.0003  0
O  10.0583  3.6642  21.5072  -0.0003  0.0004  -0.0004
O  2.8413  9.421  25.6063  0.0003  0.0009  -0.0003
O  8.5579  5.7928  21.5627  -0.0004  0.0001  0.0005
O  4.1577  4.1798  15.7228  0  0.0002  -0.001
O  8.382  8.5137  16.1693  0.0006  0.0001  -0.0002
O  7.2111  0.8796  25.8702  0  -0.0008  -0.0006
O  7.3485  9.9263  19.0118  0.0001  0.0003  0.0001
O  8.9449  8.0869  20.1805  -0.0004  0.0003  0
O  3.4067  3.471  25.63  -0.0011  -0.0003  0.0003
O  9.8816  2.0078  19.5852  -0.0004  0.0004  0.0002
O  1.4306  6.5158  18.1374  0.0002  0.0003  -0.0008
O  8.5836  3.8332  18.0961  0  0  -0.0006
O  5.7079  8.0107  16.436  -0.0003  0.0005  -0.0002
O  7.7115  6.0982  18.9797  -0.0002  0.0004  -0.0001
O  10.0786  9.3119  22.717  0.0001  0.0006  -0.0005
O  8.2957  9.4113  25.542  -0.0008  0.0005  -0.0007
O  0.3081  5.432  25.6315  0.0003  0.0002  0.0002
O  0.8594  7.3784  21.8908  -0.0003  0.0005  0
O  0.9998  3.8669  18.4037  -0.0004  0.0007  -0.0001
O  8.5231  10.5766  21.1947  -0.0001  0.0008  0.0001
O  2.1438  2.5043  16.4074  -0.0001  0.0003  -0.0001
O  9.6897  7.3723  26.4684  -0.001  -0.0004  -0.0006
O  5.6192  4.9007  25.5869  0.0004  0.0005  -0.0009
O  3.024  7.9948  16.7431  -0.0002  0.0001  -0.0007
O  10.3895  2.2715  16.9985  -0.0003  0.0003  -0.0004
O  1.7806  5.3479  20.466  0  0.0005  -0.0005
O  3.3019  6.2118  22.4619  0.0001  0.0006  0.0001
O  5.3377  7.1367  21.1154  -0.0001  0.0001  0.0001
O  5.5189  9.8842  21.2804  0.0001  0.0008  -0.0003
O  5.6352  6.6626  23.6627  -0.0005  0.0002  -0.0004
O  6.6119  4.9531  16.7295  0.0003  0.0003  -0.0004
O  5.5077  0.9703  18.7349  -0.0001  0.0003  -0.0005
O  2.4193  1.0316  24.9435  -0.0004  -0.0003  -0.0002
O  1.5454  7.4033  26.704  -0.0004  0.0003  0

Results
free energy: -167948.199 eV
free energy less fixed offsets of H -15.97, O -568.88, Si -635.61 eV per atom: -5.999 eV

The program warned: the cutoff lies below the one the program advises for these potential files; the exchange-correlation potential is rough where the density is thin.
